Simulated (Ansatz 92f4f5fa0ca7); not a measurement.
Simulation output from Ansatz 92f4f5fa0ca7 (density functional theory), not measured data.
Periodic cell of 223 atoms, Si132O90P1, from a study of silicon, its oxide and their interface. The atomic structure is a simulated model.
Doubt: the cutoff is far below the 930 eV that the study's wrapper takes by default for these files, so forces and energies are approximate.

Settings: functional PBE; potential files Ansatz PAW; basis plane waves; wave-function cutoff 580 eV; density cutoff ratio 5; exchange-correlation grid ratio 1; k mesh 1 x 1 x 1, Gamma-centred; self-consistency stop 5e-08 eV per atom in the density residual; occupations fixed; spin none; net charge +1 e, with a uniform compensating background and no finite-size correction.

Cell vectors (angstrom)
a 10.938 0 0
b 0 10.938 0
c 0 0 32.1988

Atoms: element, x, y, z (angstrom)
Si 10.5833 0.231 24.8561
Si 5.7304 10.6827 24.7338
Si 2.4744 2.9206 24.6347
Si 8.4229 2.4675 24.8171
Si 0.2686 5.1706 24.7502
Si 5.1503 5.7521 24.6866
Si 2.9288 8.0113 24.5893
Si 7.9322 8.4407 24.7253
Si 1.3251 1.3862 26.032
Si 6.8387 1.3156 26.1087
Si 4.0409 4.1074 25.9838
Si 9.6013 4.0629 26.0796
Si 1.3914 6.8314 25.9938
Si 6.7647 6.8562 26.0215
Si 4.0956 9.54 25.9918
Si 9.4631 9.5722 26.1369
Si 2.7249 -0.002 27.3444
Si 8.1556 -0.016 27.5478
Si 0.0084 2.7238 27.483
Si 5.4368 2.7481 27.3639
Si 2.726 5.472 27.4248
Si 8.1813 5.4764 27.3532
Si -0.0101 8.1873 27.3721
Si 5.4364 8.2054 27.4418
Si 4.0773 1.3683 28.7384
Si 9.578 1.3576 28.852
Si 1.3674 4.1171 28.8203
Si 6.8237 4.1077 28.7337
Si 4.097 6.8221 28.8063
Si 9.5523 6.8253 28.7445
Si 1.3661 9.5691 28.7296
Si 6.7762 9.5469 28.8675
Si 0.0183 -0.0239 30.1645
Si 5.426 0.0153 30.1656
Si 2.7382 2.73 30.156
Si 8.1871 2.7512 30.1415
Si -0.0239 5.4738 30.1469
Si 5.4787 5.4586 30.1536
Si 2.7188 8.211 30.13
Si 8.2025 8.1813 30.1635
Si 1.3756 1.3574 31.5357
Si 6.8271 1.3789 31.5045
Si 4.1128 4.0932 31.5263
Si 9.5601 4.101 31.5206
Si 1.3526 6.8495 31.4922
Si 6.8455 6.8147 31.5427
Si 4.0753 9.5695 31.5255
Si 9.5791 9.5527 31.5276
Si 2.7378 -0.0076 0.7234
Si 8.1999 0.0085 0.6673
Si -0.0072 2.732 0.6967
Si 5.4862 2.7301 0.7027
Si 2.7302 5.4964 0.6582
Si 8.2173 5.4501 0.7224
Si 0.0128 8.187 0.6998
Si 5.4633 8.2045 0.6943
Si 4.1351 1.3588 2.0709
Si 9.5616 1.3489 2.066
Si 1.3739 4.1378 2.0237
Si 6.8524 4.0776 2.0895
Si 4.0983 6.8274 2.0669
Si 9.5905 6.8296 2.0767
Si 1.3799 9.5394 2.0777
Si 6.8378 9.5933 2.0449
Si -0.0036 -0.0437 3.4067
Si 5.5043 0.0043 3.4809
Si 2.7821 2.8005 3.3398
Si 8.1941 2.6852 3.4843
Si 0.0342 5.4716 3.4535
Si 5.4753 5.4523 3.423
Si 2.7666 8.1991 3.4839
Si 8.2088 8.2293 3.3798
Si 1.4118 1.4145 4.6388
Si 6.8573 1.3162 4.9205
Si 4.138 4.0634 4.8102
Si 9.5977 4.0725 4.7862
Si 1.4185 6.8089 4.8491
Si 6.825 6.8851 4.7305
Si 4.1554 9.5734 4.8589
Si 9.5611 9.5418 4.8003
Si 2.7743 0.1456 6.0929
Si 8.2226 -0.0776 6.2759
Si 0.0591 2.6564 6.0889
Si 5.4507 2.682 6.3036
Si 2.8422 5.4498 6.207
Si 8.1664 5.4688 6.0362
Si 0.0291 8.1958 6.1664
Si 5.5385 8.2189 6.2448
P 3.875 1.5407 7.6282
Si 9.8387 1.1256 7.4615
Si 1.6885 3.7584 7.3581
Si 6.6373 4.4105 7.4867
Si 4.4122 6.6398 7.5482
Si 9.3654 6.9429 7.394
Si 1.1526 9.94 7.3297
Si 7.1755 9.2135 7.6728
O 8.3075 8.057 7.968
O 2.7852 2.6607 8.0828
O 9.5167 1.3528 24.2538
O 4.0465 6.8673 24.1227
O 0.004 0.0019 8.0041
O 5.5438 5.5326 8.0411
O 6.8422 9.5733 24.1889
O 1.3651 4.0652 24.1616
O 3.8621 7.3823 8.9415
O 0.9066 4.3463 8.6668
O 9.8421 6.1042 8.7431
O 2.1338 9.3945 8.5251
O 7.5096 3.9427 8.8093
O 4.2738 0.8651 9.051
O 6.7215 9.5719 9.2177
O 9.1963 1.8621 8.7921
O 7.7084 3.1599 23.512
O 10.492 5.8463 23.439
O 5.0819 0.438 23.3948
O 5.8557 5.0947 23.3534
O 3.1003 2.2137 23.2685
O 2.2959 8.7187 23.2151
O 8.6118 7.7537 23.3884
O 0.245 10.3435 23.5878
Si 4.3852 1.5757 22.4627
Si 3.4848 7.9338 14.0265
Si 7.1127 0.9589 14.6586
Si 0.9428 9.3582 22.5167
Si 1.1722 4.3118 11.8731
Si 6.2619 8.9649 15.3123
Si 0.676 1.3681 12.2812
Si 8.6217 4.9571 20.5046
Si 0.3483 5.6966 9.3569
Si 5.0944 3.1258 17.9312
Si 0.877 3.7467 16.7371
Si 10.3955 2.849 19.2213
Si 5.2898 1.1898 10.3557
Si 0.8806 0.1786 19.8404
Si 6.6461 9.4617 10.8543
Si 9.3324 9.6808 18.3178
Si 9.3871 9.2506 12.5646
Si 6.568 3.8506 22.5807
Si 2.4433 8.0656 9.3877
Si 10.5829 7.3709 17.0686
Si 2.5043 6.2946 16.5716
Si 10.1716 4.4904 14.1805
Si 6.1325 9.1889 18.5086
Si 7.9607 2.5822 9.5706
Si 8.8756 2.1413 12.4446
Si 5.3323 6.2489 18.0587
Si 3.917 0.5626 19.4602
Si 4.2663 3.846 12.0396
Si 5.5367 6.6065 12.1296
Si 8.0064 2.5075 17.2115
Si 4.3532 2.4809 14.9561
Si 1.5344 1.2133 15.247
Si 1.5686 9.4149 12.0428
Si 8.0467 6.8533 13.8569
Si 10.3732 9.8401 15.4803
Si 9.8028 7.0164 22.548
Si 8.1035 5.4883 17.4018
O 6.0385 7.9666 11.283
O 6.0163 9.2071 16.8906
O 7.6782 1.3581 13.188
O 0.8944 1.7436 13.8518
O 9.4215 6.2587 16.87
O 6.7574 6.2058 13.1231
O 5.1251 4.6631 18.5986
O 9.2219 2.1602 18.2668
O 2.3616 0.1008 19.0724
O 9.4022 10.2351 16.7577
O 2.7803 4.4413 11.6977
O 5.0601 10.3276 19.0977
O 9.4216 3.2406 13.4838
O 0.4504 1.7673 19.9507
O 3.1493 1.361 15.0554
O 8.1629 5.3819 19.0153
O 3.886 6.602 17.3837
O 4.5707 3.2852 16.3739
O 9.0579 5.6673 14.2999
O 5.4505 2.7613 22.1304
O 10.6644 4.1483 15.6786
O 0.3353 3.8682 18.2727
O 10.421 10.5179 19.2087
O 9.6345 10.0309 14.0221
O 10.8979 8.1296 22.0898
O 1.1865 2.1644 16.5172
O 9.7259 3.7527 20.4087
O 8.1262 4.0362 16.6741
O -0.0436 9.1074 11.9052
O 6.5776 2.4195 17.998
O 5.5858 10.7279 11.1948
O 7.7436 9.596 18.838
O 10.0261 1.0251 12.046
O 1.3051 6.967 9.0613
O 0.6226 4.7612 13.3473
O 5.6986 7.6268 18.9748
O 5.2289 5.0891 11.5119
O 2.7075 6.9875 15.1098
O 0.9052 2.7474 11.4544
O 0.8533 10.688 15.5412
O 2.4029 8.5695 10.9261
O 4.68 2.4317 11.2545
O 4.2429 3.5071 13.6657
O 2.1932 4.6857 16.479
O 10.6971 8.2527 15.6891
O 6.9213 10.2921 14.6625
O 2.3401 8.9645 13.4279
O 8.0255 1.5256 15.9008
O 4.1227 6.999 12.8513
O 4.1696 2.0144 18.7128
O 7.2857 4.4263 21.2539
O 8.3905 2.9192 11.1003
O 1.1724 6.8675 17.3515
O 5.6484 1.5789 14.7432
O 8.1286 9.7598 11.5787
O 9.2048 6.2907 21.2276
O 8.9538 7.7198 12.8467
O 1.6518 0.121 11.86
O 6.6388 6.1533 17.0562
O 7.3914 7.8017 15.0305
O 1.208 10.2968 21.2175
O 10.0241 8.2021 18.3474
O 3.9451 0.8589 21.0727
O 0.3252 5.3464 10.9336
O 6.6759 1.5898 9.6075
O 4.7732 8.7071 14.6786

Results
free energy: -135859.248 eV
free energy less fixed offsets of O -568.88, P -755.39, Si -635.61 eV per atom: -4.138 eV

Forces (eV/angstrom), in the order of the atoms: element, x, y, z
Si 0.0356 -0.0533 -0.1417
Si -0.0226 0.0375 -0.1893
Si 0.0305 -0.0354 -0.1801
Si -0.0435 0.0404 -0.1889
Si -0.0209 0.0256 -0.19
Si 0.0226 -0.0243 -0.1769
Si -0.0318 0.0168 -0.1732
Si 0.0474 -0.0396 -0.1694
Si -0.0004 0.0256 0.0136
Si 0.0186 -0.0245 0.0616
Si -0.0154 0.0066 0.0365
Si 0.0129 -0.0015 0.0308
Si 0.016 0.0065 0.0427
Si -0.0013 0.0155 0.0156
Si 0.0066 -0.0071 0.0212
Si -0.0299 0.0121 0.0481
Si -0.0098 -0.0083 -0.0712
Si -0.0145 -0.0199 0.1073
Si 0.0092 -0.0005 0.0858
Si 0.002 -0.0022 -0.069
Si 0.0015 0.0035 0.0249
Si 0.0001 -0.0124 -0.0681
Si -0.0014 -0.0131 -0.0659
Si -0.0138 -0.0168 0.0519
Si 0.0186 0.0065 0.0748
Si -0.0361 -0.0058 -0.1305
Si -0.0186 -0.0553 -0.0898
Si 0.0096 -0.018 0.074
Si -0.0107 0.0066 -0.056
Si 0.003 0.0314 0.0589
Si -0.0306 0.0026 0.0717
Si 0.1078 0.0281 -0.1487
Si 0.0372 -0.0203 0.0123
Si -0.03 0.0202 0.0254
Si -0.0173 0.0013 0.0157
Si -0.0058 0.0129 0.0026
Si -0.0159 0.0181 0.0061
Si 0.0192 -0.0101 0.006
Si 0.0043 0.0135 -0.0077
Si 0.0042 -0.0234 0.0221
Si -0.0031 -0.0266 0.0167
Si 0.0057 0.0296 -0.0058
Si 0.0233 0.0053 0.0019
Si -0.0095 -0.0053 0.0223
Si -0.0106 0.0071 -0.0142
Si 0.0026 -0.0011 0.0187
Si -0.0184 -0.0162 0.0296
Si 0.0045 -0.0057 -0.0046
Si -0.0043 -0.0061 -0.0023
Si 0.0165 -0.0321 -0.0215
Si -0.0068 0.0203 -0.0118
Si 0.0053 -0.0062 -0.0151
Si -0.0021 0.0037 -0.0331
Si 0.0099 0.02 0.0078
Si -0.0195 -0.0073 -0.0047
Si 0.0426 -0.0112 -0.0092
Si 0.0592 -0.036 -0.0269
Si 0.0102 0.0139 0.0217
Si -0.068 0.0409 -0.051
Si 0.0253 -0.0376 0.0092
Si -0.0032 0.0131 0.0134
Si 0.0053 -0.0172 -0.0232
Si 0.0501 -0.0317 0.003
Si -0.0304 0.0079 -0.0237
Si 0.0631 0.01 0.0728
Si -0.0896 0.0006 -0.1054
Si -0.0725 -0.1536 0.1091
Si 0.0676 0.1435 -0.0656
Si -0.0389 -0.0313 -0.0477
Si 0.1299 0.0436 0.0066
Si -0.097 -0.0025 -0.0706
Si 0.012 -0.0578 0.0544
Si -0.0103 0.0971 -0.0501
Si -0.0875 -0.1339 0.1269
Si -0.0281 0.0006 -0.0078
Si 0.0237 -0.0195 0.0538
Si 0.025 0.0064 0.0523
Si -0.0335 -0.0118 -0.0489
Si 0.1108 0.1178 0.1674
Si 0.0391 -0.0109 -0.0502
Si -0.1833 -0.2938 -0.1394
Si -0.0247 -0.0482 0.0137
Si -0.0058 0.0753 -0.0592
Si 0.3109 0.3504 0.0188
Si -0.1097 0.0182 0.0236
Si -0.0168 -0.0467 -0.0911
Si -0.0038 0.023 -0.0182
Si 0.0305 0.0054 -0.0663
P -0.5502 0.3811 0.5711
Si -0.0456 0.0732 0.2781
Si -0.2348 0.1862 0.1069
Si 0.0804 0.1357 0.3098
Si -0.0168 0.0508 0.2706
Si 0.0073 -0.0394 0.3123
Si -0.1363 -0.1484 0.2253
Si 0.0209 -0.065 0.3197
O 0.0407 0.0128 -0.1654
O 0.5273 -0.4715 -0.4171
O -0.0013 0.0101 0.1
O 0.0005 0.0064 0.0842
O 0.2132 -0.0231 -0.1449
O 0.0474 -0.214 -0.0856
O -0.0059 0.0032 0.0919
O -0.0074 -0.0017 0.0931
O 0.0273 -0.0484 -0.1842
O 0.2232 -0.2557 -0.3104
O -0.0102 0.0112 -0.1338
O -0.0629 0.2324 -0.2783
O -0.1566 0.0724 -0.2635
O -0.4504 0.2748 -1.0371
O 0.0151 0.0238 -0.2953
O 0.0481 -0.0514 -0.1677
O 0.08 -0.0684 0.1849
O 0.0749 -0.0826 0.198
O 0.065 -0.0905 0.1953
O -0.0689 0.0803 0.191
O -0.077 0.0633 0.1873
O 0.0792 -0.0653 0.1915
O -0.0774 0.0615 0.1723
O -0.0754 0.0884 0.1887
Si 0.0024 -0.0059 -0.2749
Si 0.0106 -0.0214 0.273
Si -0.0079 -0.0168 0.2419
Si -0.0206 0.0175 -0.2809
Si -0.0426 -0.0246 0.3677
Si -0.0041 0.0032 0.171
Si -0.044 -0.0184 0.3045
Si 0.0385 -0.0373 -0.1505
Si -0.0414 0.1496 0.4089
Si 0.0168 0.0121 0.0654
Si 0.0328 0.0181 0.1076
Si 0.0059 -0.0163 -0.0314
Si 0.4346 0.0607 0.8266
Si -0.0271 0.0435 -0.1246
Si 0.1563 -0.1966 0.4155
Si -0.0199 -0.0138 0.0395
Si 0.0487 -0.0497 0.2998
Si 0.006 -0.0178 -0.2579
Si -0.0038 -0.1086 0.4434
Si 0.0006 -0.0155 0.0733
Si 0.0028 -0.009 0.1324
Si -0.0358 0.0354 0.2441
Si 0.0066 -0.0085 0.0449
Si 0.194 -0.0218 0.4173
Si 0.0439 -0.0572 0.3788
Si -0.0047 0.0066 0.0205
Si 0.0115 -0.0277 -0.1215
Si -0.0469 0.2104 0.4368
Si 0.0104 -0.0058 0.305
Si -0.0018 0.029 0.0862
Si 0.0146 -0.0549 0.261
Si 0.0115 -0.0237 0.2014
Si -0.0857 0.0186 0.3426
Si 0.0165 0.0146 0.2052
Si 0.0118 -0.035 0.1901
Si -0.011 0.0039 -0.2562
Si -0.0141 0.0118 0.0216
O 0.0276 0.1325 -0.1587
O 0.0043 -0.0025 -0.0963
O 0.0506 0.0467 -0.1839
O -0.035 0.0092 -0.202
O 0.0013 -0.0014 -0.025
O -0.088 -0.0037 -0.1352
O 0.001 -0.0128 -0.0054
O -0.0042 0.0015 -0.0105
O -0.0059 0 0.034
O 0.0179 0.0089 -0.0737
O 0.0132 -0.0244 -0.1219
O -0.0118 0.0148 0.0161
O -0.0299 -0.0686 -0.1401
O 0.0055 -0.0082 0.0301
O 0.0069 0.0126 -0.0709
O 0.0041 -0.0053 0.0505
O -0.0236 0.0001 -0.0392
O -0.022 -0.0209 -0.1127
O 0.0018 0.0004 -0.0694
O 0.0037 0.0083 0.0893
O -0.0371 0.0106 -0.1262
O 0.0056 -0.0001 -0.0247
O 0.0185 0.0007 0.0214
O -0.0351 -0.0062 -0.1842
O 0.0045 -0.0049 0.0895
O 0.0064 -0.0288 -0.0647
O -0.0228 0.0303 0.0477
O 0.0046 -0.0089 -0.0275
O 0.0572 0.0021 -0.1056
O 0.0043 -0.0041 -0.018
O -0.1301 0.1603 -0.2428
O 0.0021 0.0012 -0.0078
O -0.0053 0.0085 -0.0913
O -0.0057 -0.0185 -0.1443
O 0.0786 -0.0135 -0.1805
O 0.0018 0.0016 -0.0037
O -0.0159 -0.1016 -0.1271
O 0.03 0.0495 -0.1334
O 0.0338 0.045 -0.1384
O 0.0111 0.0201 -0.0641
O 0.0754 -0.0663 -0.3012
O 0.0238 -0.2455 -0.375
O 0.0038 0.0605 -0.2799
O -0.0042 -0.0117 -0.0394
O -0.0041 0.0352 -0.0713
O 0.0133 0.0251 -0.0736
O -0.0561 0.0496 -0.1653
O -0.0179 -0.0358 -0.1081
O 0.0618 -0.0429 -0.1548
O -0.0033 -0.0054 0.0125
O -0.0587 -0.0322 0.1272
O -0.0921 0.0174 -0.3099
O 0.0075 -0.0013 -0.0314
O 0.0008 0.0056 -0.0779
O -0.159 0.0357 -0.1819
O 0.0298 0.0596 0.1262
O 0.0204 0.0525 -0.1106
O 0.0372 -0.0127 -0.1038
O 0.0112 -0.0007 -0.0207
O 0.0279 -0.0377 -0.0894
O 0.0038 -0.0692 0.1605
O 0.0049 -0.0016 -0.013
O 0.0202 0.0405 0.1691
O -0.0273 0.0545 -0.268
O -0.1658 -0.0197 -0.1668
O -0.0455 -0.0178 -0.092

The program warned: the cutoff lies below the one the program advises for these potential files; the exchange-correlation potential is rough where the density is thin.
